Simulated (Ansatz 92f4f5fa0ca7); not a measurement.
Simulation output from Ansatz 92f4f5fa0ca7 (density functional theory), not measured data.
Periodic cell of 345 atoms, Si203O142, from a study of silicon, its oxide and their interface. The atomic structure is a simulated model.
This geometry differs little from another in the collection (a relaxation step or a small displacement).

Settings
functional: PBE
potential files: Ansatz PAW
basis: plane waves
wave-function cutoff: 700 eV
density cutoff ratio: 5
exchange-correlation grid ratio: 1
k mesh: 2 x 2 x 1, shifted by 0.5 0.5 0.5 of a step
self-consistency stop: 5e-08 eV per atom in the density residual
occupations: fixed
spin: none
net charge: 0

Cell vectors (angstrom)
a 15.4687 0 0
b 0 12.8259 0
c 0 0 29.1936

Atoms and the computed forces on them: element, x, y, z (angstrom), force x, y, z (eV/angstrom)
Si 15.0762 12.7271 23.3223 -0.0156 -0.0139 -0.0164
Si 4.148 12.9089 23.2508 0.0134 0.004 0.0224
Si 7.3465 12.7293 23.1792 -0.0063 -0.0044 -0.0104
Si 11.9547 -0.0106 23.573 -0.0044 -0.021 -0.0192
Si 2.1751 6.3509 23.2195 0.0151 0.0014 -0.0271
Si 5.3466 6.2714 23.2226 -0.0096 0.005 -0.0027
Si 9.9551 6.2803 23.3223 0.003 0.0006 -0.028
Si 13.1016 6.3361 23.3102 -0.012 0.0138 -0.01
Si 1.875 4.0008 23.6604 -0.0015 0.0043 -0.0506
Si 5.7477 3.9198 23.4878 -0.0045 0.0033 -0.0471
Si 9.6483 3.923 23.6226 0.0067 0.0024 -0.04
Si 13.489 4.0014 23.4596 0.0048 -0.0085 -0.0372
Si -0.1106 10.356 23.6288 0.007 0.0306 -0.0401
Si 3.6762 10.6132 23.3751 -0.0176 0.0114 -0.0471
Si 7.6314 10.3223 23.5204 0.0062 0.0195 -0.0367
Si 11.4856 10.525 23.6922 0.0029 0.0294 -0.0467
Si -0.0885 3.4912 24.8404 -0.0059 -0.0514 0.0435
Si 3.8536 3.4815 24.8667 0.0081 -0.0402 0.0491
Si 7.6707 3.4532 24.8233 0.0032 -0.0498 0.0394
Si 11.6163 3.4415 24.849 0.0095 -0.036 0.049
Si 1.8884 9.9184 24.8003 0.0143 -0.0569 0.0432
Si 5.6308 9.8503 24.6945 -0.008 -0.0339 0.0376
Si 9.5601 9.8841 24.8684 0.0019 -0.0427 0.0385
Si 13.4287 9.7966 24.8554 -0.0097 -0.0275 0.0428
Si -0.022 1.1441 25.3109 -0.0227 0.0432 0.0094
Si 3.881 1.1789 25.3255 0 0.0281 -0.0293
Si 7.6929 1.0956 25.2495 -0.0125 0.0392 0
Si 11.6503 1.1933 25.5067 0.0074 0.0222 -0.001
Si 1.9111 7.5681 25.2559 0.0158 0.0491 0.0152
Si 5.7086 7.5183 25.242 0.0007 0.0348 0.0003
Si 9.6342 7.5379 25.3118 0.011 0.0489 0.0226
Si 13.4587 7.4931 25.344 0.0103 0.043 0.0221
Si 1.9312 0.5664 26.5065 0.0014 0.0097 0.0322
Si 5.7983 0.5432 26.5413 0.0098 -0.0041 0.0383
Si 9.6301 0.5557 26.5238 -0.0081 0.0107 0.0197
Si 13.584 0.5374 26.6104 0.0129 0.0081 0.0176
Si -0.0183 6.9769 26.5044 -0.0044 0.0109 0.0185
Si 3.8209 6.9938 26.5357 -0.0022 -0.0021 0.0157
Si 7.6711 6.975 26.4919 -0.0122 0.0006 0.026
Si 11.5441 6.9699 26.5763 -0.0081 0.0008 0.0075
Si -0.0161 4.6524 26.9146 0.0056 -0.0161 -0.0092
Si 3.8665 4.6693 26.9255 0.0046 -0.0148 -0.0331
Si 7.7178 4.6392 26.8968 0.0038 -0.0077 -0.0077
Si 11.6004 4.6471 26.9129 0.0056 -0.0184 -0.0289
Si 1.936 11.0628 26.9003 0.0022 -0.0118 -0.0167
Si 5.771 11.0157 26.8436 -0.0115 0.0032 -0.0163
Si 9.6531 11.0568 26.9268 -0.0008 -0.0134 -0.0127
Si 13.5258 11.0255 26.9101 -0.001 -0.0174 -0.0195
Si 1.9336 4.081 28.1605 -0.0669 -0.0977 -0.1565
Si 5.8008 4.081 28.1605 0.0079 -0.0305 -0.049
Si 9.6679 4.081 28.1605 -0.1023 -0.1057 -0.2134
Si 13.5351 4.081 28.1605 -0.0392 -0.0066 -0.0232
Si 0 10.494 28.1605 -0.0152 -0.1524 -0.1643
Si 3.8672 10.494 28.1605 0.0613 -0.0555 -0.1586
Si 7.7343 10.494 28.1605 -0.2934 -0.1182 -0.2458
Si 11.6015 10.494 28.1605 -0.1095 -0.075 -0.0103
Si 1.9336 1.749 28.5727 0.0105 -0.0534 -0.047
Si 5.8008 1.749 28.5727 -0.0168 -0.0887 0.1193
Si 9.6679 1.749 28.5727 -0.1833 -0.0542 0.0263
Si 13.5351 1.749 28.5727 0.1494 0.0397 0.5853
Si 0 8.162 28.5727 0.0117 -0.0419 -0.0695
Si 3.8672 8.162 28.5727 -0.0932 0.0705 0.1609
Si 7.7343 8.162 28.5727 -0.0845 -0.0749 -0.137
Si 11.6015 8.162 28.5727 -0.0694 0.0967 0.3796
Si 0 1.166 0.6159 -0.0017 0.047 0.0772
Si 3.8672 1.166 0.6159 0.0103 0.0096 -0.0043
Si 7.7343 1.166 0.6159 0.0682 0.0228 0.0337
Si 11.6015 1.166 0.6159 0.0278 0.0187 -0.0222
Si 1.9336 7.579 0.6159 0.0425 -0.01 0.0104
Si 5.8008 7.579 0.6159 0.0274 -0.0763 0.027
Si 9.6679 7.579 0.6159 -0.018 -0.0384 0.0305
Si 13.5351 7.579 0.6159 0.0249 -0.0345 0.0054
Si 1.9336 5.247 1.0281 -0.0255 0.0047 -0.007
Si 5.8008 5.247 1.0281 -0.0249 -0.0259 -0.034
Si 9.6679 5.247 1.0281 0.0043 -0.0033 -0.0251
Si 13.5351 5.247 1.0281 -0.045 -0.0302 -0.0021
Si 0 11.6599 1.0281 0.0342 0.0381 -0.0226
Si 3.8672 11.6599 1.0281 -0.0473 0.0119 -0.0522
Si 7.7343 11.6599 1.0281 -0.1216 0.0502 -0.0001
Si 11.6015 11.6599 1.0281 0.0032 0.0175 0.0077
Si 0 4.664 2.2648 0.0511 0.0378 0.001
Si 3.8672 4.664 2.2648 0.1232 -0.0442 -0.3407
Si 7.7343 4.664 2.2648 0.0405 0.1261 0.1022
Si 11.6015 4.664 2.2648 0.0388 0.0621 -0.1869
Si 1.9336 11.0769 2.2648 0.0697 -0.12 -0.7581
Si 5.8008 11.0769 2.2648 0.1925 -0.0468 0.0922
Si 9.6679 11.0769 2.2648 -0.0214 0.0619 0.1328
Si 13.5351 11.0769 2.2648 -0.1205 0.0453 0.0806
Si 0 2.332 2.6771 0.122 0.1143 0.1078
Si 3.8672 2.332 2.6771 0.1301 0.0209 -0.0996
Si 7.7343 2.332 2.6771 0.1198 0.0546 0.2196
Si 11.6015 2.332 2.6771 -0.0307 -0.0223 -0.0393
Si 1.9336 8.745 2.6771 0.0735 0.0256 0.1469
Si 5.8008 8.745 2.6771 0.1352 0.1863 0.3637
Si 9.6679 8.745 2.6771 -0.2168 0.0926 0.2204
Si 13.5351 8.745 2.6771 0.1654 0.1377 0.1559
Si 1.9556 1.7951 3.9225 -0.0022 0.011 0.03
Si 5.8025 1.7137 3.9007 -0.0006 0.0039 0.0297
Si 9.688 1.7684 3.9415 0.0073 0.0029 0.0478
Si 13.5346 1.7583 3.9062 0.0024 0.0019 0.0193
Si 0.0192 8.1844 3.9417 -0.0008 -0.0049 0.0146
Si 3.8722 8.1922 3.946 -0.0022 -0.0023 0.0301
Si 7.738 8.213 4.0036 0.0008 -0.0107 0.0098
Si 11.6028 8.2104 3.9153 -0.0041 -0.0099 0.0319
Si 0.04 5.8544 4.3188 0.0047 -0.0008 -0.0251
Si 3.9452 5.8626 4.2602 -0.0037 0.0035 -0.0172
Si 7.7725 5.854 4.3397 0.0096 0.0004 -0.0298
Si 11.6337 5.8733 4.2803 0.0106 0.0044 -0.0192
Si 1.9658 12.2811 4.2111 -0.0067 -0.0155 -0.0228
Si 5.8481 12.2253 4.3508 0.0105 0.004 -0.0208
Si 9.6515 12.2591 4.3484 -0.0073 0.0107 -0.025
Si 13.5283 12.2639 4.3356 -0.0214 -0.0005 -0.0159
Si 2.037 5.3295 5.4797 0.0129 -0.046 -0.0137
Si 5.8341 5.1622 5.502 -0.0149 -0.0281 0.0236
Si 9.7371 5.2971 5.5438 0.0074 -0.0289 0.0198
Si 13.5558 5.2908 5.5183 -0.0305 -0.0306 -0.0036
Si 0.0777 11.6617 5.4109 0.0349 -0.0237 0.0115
Si 3.8453 11.6147 5.4199 -0.012 -0.0383 -0.0038
Si 7.7558 11.7097 5.6999 0.0044 -0.0531 -0.0173
Si 11.582 11.79 5.6321 0.0091 -0.0543 -0.0339
Si 2.1025 3.0277 5.9684 0.0051 0.0405 -0.034
Si 5.8493 2.8392 5.9715 -0.0195 0.0474 -0.0321
Si 9.8244 2.9707 6.0171 -0.0025 0.0346 -0.0552
Si 13.5612 2.9396 5.9573 -0.0234 0.0525 -0.0413
Si 0.1016 9.3475 6.032 0.0098 0.0488 -0.0495
Si 3.8595 9.3469 6.0574 -0.0105 0.049 -0.025
Si 7.7659 9.3624 6.1652 -0.0103 0.0426 -0.0317
Si 11.6158 9.438 5.9626 -0.0119 0.0401 -0.0415
Si 0.1169 2.5227 7.0704 0.0183 -0.0356 0.0345
Si 3.9585 2.2335 7.2797 -0.0048 0.0066 0.0341
Si 7.8453 2.4531 7.1802 0.0063 0.0074 0.0305
Si 11.7456 2.4856 7.438 0.0181 0.0128 0.0358
Si 1.9712 8.782 7.4481 -0.0056 0.0144 0.0277
Si 5.7702 8.6631 7.301 -0.0213 -0.0113 0.0359
Si 9.789 8.8518 7.3529 0.0309 -0.0329 0.0392
Si 13.57 8.9182 7.1924 0.0004 -0.0181 0.0364
Si 0.4069 13.0025 7.2942 -0.0085 0.0093 0.0058
Si 3.488 -0.0746 7.4036 -0.0174 -0.0163 0.0097
Si 8.0493 12.9668 7.7602 0.0189 -0.013 0.0297
Si 11.2553 0.1171 7.7654 -0.0081 -0.0159 0.037
Si 2.3963 6.4365 7.5369 0.0108 -0.0281 0.0101
Si 5.5432 6.3346 7.5087 -0.0064 0.0038 -0.0106
Si 10.1069 6.5089 7.5641 -0.0008 0.0169 -0.0222
Si 13.2934 6.5378 7.5274 -0.0036 -0.0017 0.0071
O 11.5217 6.553 22.8439 0.0009 -0.0041 -0.0071
O 3.7664 6.5393 22.7759 -0.012 -0.0068 -0.0047
O 3.9638 6.142 8.0002 0.0043 -0.0009 0.01
O 11.7076 6.3232 7.9605 0.0021 0.0091 0.0036
O 1.9065 12.6421 7.9309 0.0141 0.0023 0.0084
O 9.6522 12.7558 8.1996 -0.0083 0.0056 -0.0068
O 13.4812 0.1664 22.9313 0.018 0.0054 -0.0075
O 5.7453 0.1089 22.7781 -0.0069 -0.003 -0.0037
O 12.0483 3.5131 8.7468 -0.013 -0.0065 0.0209
O 5.5742 9.0798 8.9 0.002 0.0071 0.0422
O 1.8373 9.4932 8.9745 0.0164 -0.0207 0.024
O 9.2001 5.8395 8.7694 -0.0287 -0.0333 0.01
O 4.4512 11.9242 8.4585 0.0246 0.0145 0.024
O 14.2781 5.858 8.6674 0.0261 -0.0232 0.0061
O 13.5853 9.9383 8.5285 -0.0012 0.0375 0.0181
O 4.0684 2.7431 8.8744 0.0123 -0.023 0.0294
O 7.8566 3.5023 8.4671 -0.0054 0.0228 0.0081
O 12.1737 12.2 8.9385 0.0253 -0.0059 -0.0237
O 14.636 12.4771 8.2085 -0.028 -0.0279 0.013
O 7.0424 12.4239 8.976 -0.0386 -0.0035 0.0044
O 1.4772 5.7004 8.6733 -0.0221 -0.0048 -0.0079
O 9.9832 9.6832 8.7987 -0.0059 0.0008 0.037
O 6.5226 5.8061 8.731 0.0338 -0.023 0.0117
O 15.4913 3.4316 8.4682 0.0032 0.0378 0.0174
O 5.8199 2.9056 22.1517 0.0032 0.0172 -0.024
O 3.3887 10.249 21.7549 0.0077 0.007 -0.0411
O 0.5611 0.5617 22.1569 0.0296 0.0317 -0.0096
O 3.2215 0.766 22.051 -0.0348 0.0232 -0.0114
O 7.6428 9.2461 22.229 0.0027 -0.0478 -0.0165
O 8.9584 6.8899 22.1745 -0.0207 0.0139 0.001
O 1.2245 7.0279 22.0453 -0.0308 0.0159 -0.0033
O 8.2507 0.699 22.0415 0.0369 0.0247 -0.0008
O 14.0243 7.0624 22.1719 0.0192 0.0132 -0.003
O 15.3983 9.3924 22.2627 -0.0023 -0.0423 -0.0132
O 11.2506 10.0324 22.1136 -0.0052 0.0145 -0.0402
O 10.864 0.6421 22.5468 -0.0171 0.0164 0.0048
O 9.6419 3.0036 22.215 -0.0004 -0.0345 -0.0136
O 6.2668 6.9561 22.0501 0.0272 0.0198 -0.0054
O 13.5647 3.2461 21.9658 -0.0032 0.0011 -0.04
O 1.7906 3.0085 22.3229 0 -0.0298 -0.0104
Si 11.8182 3.8412 10.3502 0.0095 0.0044 -0.0021
Si 10.0943 3.7743 14.3309 0.0016 -0.0041 0.0026
Si 1.0133 10.9384 18.1481 0.0003 0.0039 -0.0028
Si 7.7067 8.7713 12.171 -0.0045 0.0014 0.0102
Si 11.9126 6.9465 11.4018 0.0017 -0.0022 0.0086
Si 5.2912 7.1076 15.1173 0.0009 0.0028 -0.0012
Si 14.9507 6.4732 16.1711 0.0042 -0.0037 0.0002
Si 9.6784 6.7151 13.5826 0.0025 0.0006 0.0092
Si 14.17 9.1623 14.6631 0.0014 0.0022 -0.0006
Si 14.3566 12.4737 11.7842 0.0081 -0.0121 -0.0012
Si 1.807 1.5068 21.6826 -0.0011 -0.0067 0.0048
Si 7.2828 3.4371 11.5355 0.0029 0.0105 0.0145
Si 9.6845 1.4315 21.7656 -0.0126 0.0019 0.01
Si 9.1612 8.1694 16.3998 0.0059 -0.0012 -0.0031
Si 4.5893 2.2833 10.3593 -0.0015 -0.0086 0.0059
Si 5.5435 12.2129 9.6423 0.0014 -0.002 0.0071
Si 10.8166 10.5172 20.6204 0.0006 0.0007 0.0175
Si 8.2252 11.1539 19.216 0.0033 0.0032 -0.0024
Si 5.5699 12.6643 19.1609 -0.0015 0.0016 -0.0071
Si 13.5447 1.3546 15.2083 0.0018 0.0024 -0.0012
Si 0.4564 4.8437 12.2502 -0.003 0.0022 0.009
Si 8.4952 1.8109 16.2053 0.001 0.0013 -0.0026
Si 11.4252 8.0887 18.5969 -0.0008 0.0088 -0.0146
Si 5.9146 12.794 15.9196 -0.0028 0.0012 0.001
Si 1.3666 9.9817 15.4375 0.0042 0.0061 -0.0043
Si 11.1423 4.8958 18.8699 0.0011 -0.001 -0.0177
Si 10.2914 12.4391 17.1277 0.0033 0.0023 -0.0048
Si 0.95 2.8674 19.1183 0.0016 -0.0058 -0.0081
Si 3.6217 4.6012 19.0551 -0.0028 -0.0047 -0.0102
Si 10.226 9.4721 10.4089 0.0019 0.0067 -0.0064
Si 3.3352 10.448 20.1204 -0.0028 0.0002 0.0027
Si 3.9825 7.6387 18.6906 -0.0004 0.0092 -0.0099
Si 5.2049 9.336 10.4681 -0.0031 0.0014 0.0044
Si 14.0049 2.5145 12.3362 -0.0001 0.0049 0.0113
Si 9.8623 1.9971 11.8092 0.0011 0.004 0.0158
Si 14.6291 8.3625 18.5971 0.0035 -0.0024 -0.0011
Si 0.1025 4.9402 9.0755 -0.0058 -0.0034 -0.0114
Si 7.8683 4.9786 9.1547 -0.0011 0.0132 -0.005
Si 1.6456 11.5756 12.8376 -0.0025 -0.0008 0.0075
Si 0.7817 0.8634 16.7247 0.0021 0.0032 -0.0031
Si 11.239 11.9675 12.1651 -0.0023 -0.009 0.0127
Si 11.5406 0.5733 19.6594 -0.0032 0.0035 -0.0044
Si 7.6555 7.7106 21.6563 0.0014 0.0075 0.0019
Si 7.1845 8.2157 18.6414 0.0025 -0.0055 0.0003
Si 3.1926 3.4124 12.8314 -0.0067 0.0021 0.0148
Si 13.6575 11.4889 9.0275 0.0167 0.0105 -0.0098
Si 11.9093 11.3779 14.9721 -0.0117 -0.0025 0.0053
Si 8.115 3.6401 18.6355 0.002 -0.0026 -0.0047
Si 2.3783 7.1342 15.8918 -0.0023 -0.0038 -0.0027
Si 12.6302 4.1502 16.1194 -0.0051 0.0045 0.0011
Si 5.762 4.7877 16.8638 -0.0018 -0.0065 -0.003
Si 15.0113 7.7474 12.0581 0.0031 -0.0025 0.0161
Si 3.1002 0.8292 14.5396 0.0018 0.0013 0.0044
Si 6.9898 9.8306 14.9634 0.0003 0.0031 -0.0001
Si 5.8574 4.6006 13.9083 0.0055 -0.0039 0.0078
Si 2.0435 9.3502 10.6096 0.0047 0.0008 0.0104
Si 13.3803 3.0651 20.3406 0.0041 -0.0046 -0.0008
Si 5.7513 2.7783 20.5112 0.0039 -0.0009 0.0135
Si -0.1294 7.8722 21.6636 0.0073 0.0093 0.0025
O 14.6704 8.94 13.12 -0.0057 -0.0035 0.0067
O 4.4683 4.3471 13.1361 0.0102 -0.0117 0.0033
O 9.4448 5.1002 13.6342 0.016 0.0033 0.0018
O 1.9568 10.7812 11.432 -0.0101 -0.0122 0.0046
O 7.0231 3.843 13.0855 -0.0197 0.0076 -0.0163
O 0.8596 2.2303 17.618 -0.0026 -0.0191 0.0076
O 7.9352 4.7268 10.764 -0.0121 -0.0252 -0.0098
O 7.2397 3.2571 19.9754 -0.0082 -0.0012 -0.0129
O 5.0407 0.7174 10.4293 -0.0045 0.0193 -0.0309
O 3.0359 7.4979 17.3501 -0.0075 0.01 -0.0081
O 11.1601 6.9779 12.881 -0.0276 -0.0077 -0.0152
O 9.224 10.921 20.4969 0.0091 0.0081 -0.0246
O 3.4067 2.5733 11.4406 0.0154 0.0146 0.0054
O 5.3696 1.3076 19.8759 0.0035 -0.0007 -0.0006
O 7.1094 4.6015 17.7618 -0.009 -0.0145 -0.0014
O 8.4582 7.4267 12.7451 0.0201 0.0157 0.0054
O 12.7594 12.7515 15.2599 -0.0029 0.0022 -0.0053
O 14.8809 3.2798 19.6334 0.0058 -0.016 0.0124
O 2.0386 4.1239 19.0544 0.0156 -0.0142 0.0087
O 1.9754 4.4685 12.6447 -0.0031 -0.0135 -0.0161
O 5.9019 3.1427 10.7481 -0.0008 -0.0133 -0.0012
O 15.1686 7.9644 20.0678 -0.0048 0.0131 -0.0071
O 13.524 7.3504 11.412 -0.0074 -0.0043 -0.0046
O 11.7107 11.8498 20.2254 -0.0188 0.0022 -0.004
O 14.6725 1.2431 11.5215 -0.025 -0.0042 0.0134
O 10.8732 11.5261 13.6993 0.0218 0.0003 -0.0003
O 15.6127 4.7927 10.6698 0.0063 0.0018 0.0184
O 15.2558 9.8501 18.284 0.0184 0.0018 0.0112
O 5.581 7.97 18.511 0.0195 -0.0039 0.0158
O 10.371 0.4486 11.6807 0.0091 0.002 -0.0015
O 3.0116 2.403 14.1018 0.0046 -0.0078 -0.0192
O 11.0012 10.7304 11.1196 -0.0084 0.0035 0.0112
O 15.2143 10.1634 15.424 0.0212 -0.0207 -0.0242
O 10.547 8.4045 17.2458 -0.0104 -0.0187 0.0179
O 11.3789 0.4235 18.0462 -0.0223 -0.0183 -0.0009
O 12.215 4.1567 19.8922 -0.0054 -0.004 -0.0011
O 11.1185 8.0981 10.5379 0.0072 0.0027 0.0013
O 7.4939 9.8172 18.6496 0.0038 -0.0091 0.013
O 6.4228 11.2915 15.4451 -0.0005 0.0015 -0.0023
O 8.3365 2.2681 17.7708 -0.0014 0.0164 -0.0096
O 1.8923 10.9934 19.5332 -0.001 -0.011 -0.0205
O 13.9637 5.1435 16.0524 -0.0111 -0.0001 0.004
O 0.8097 8.338 11.1306 -0.0047 0.0095 -0.004
O 0.0499 11.9682 12.8145 0.0179 -0.0054 -0.0234
O 9.6634 0.6803 16.0701 -0.0115 0.0013 0.0228
O 3.6395 8.886 10.8086 0.006 0.0229 -0.0284
O 4.6179 0.3836 14.9957 0.0008 -0.0003 0.0067
O 12.8245 1.5443 19.998 -0.0207 0.0188 0.0048
O 10.1472 1.2856 20.2035 0.0262 -0.0076 -0.0018
O 9.0265 3.1528 15.4168 0.009 -0.0059 -0.0086
O 11.5714 4.2589 14.8692 -0.0037 -0.0185 -0.0017
O 0.0986 6.3616 12.761 -0.0049 0.0038 -0.0297
O 3.7516 6.1956 19.4426 0.0046 -0.0106 -0.0098
O 2.1502 0.6059 15.8592 -0.003 0.0057 -0.0064
O 12.9773 3.201 11.2913 0.0044 -0.0035 -0.0061
O 8.3677 9.4804 15.7935 -0.0139 -0.0146 -0.0157
O 3.6716 6.8537 14.9162 0.0202 0.0004 0.0074
O 7.7476 7.6312 20.0451 -0.0173 0.0209 -0.0193
O 7.0429 12.1695 19.657 -0.0105 -0.0139 -0.0177
O 15.0096 3.6649 12.9044 -0.0056 0.0048 -0.0247
O 13.3429 1.9169 13.6929 0.0074 -0.005 0.0065
O 10.3255 2.572 13.2571 -0.0133 0.0172 -0.0189
O 9.5711 4.3523 18.9907 0.0007 -0.0027 -0.008
O 3.4696 8.9291 19.5361 0.0015 -0.0042 0.0005
O 8.0649 7.5162 17.4424 0.0117 0.0273 0.0074
O 5.6655 6.3734 16.524 -0.0054 -0.0176 -0.0268
O 1.9586 10.4976 16.8673 -0.03 -0.0065 -0.0046
O 5.8141 8.6611 15.1597 0.0206 -0.0035 -0.0093
O 14.1744 7.6497 15.3053 0.0043 0.0116 -0.0027
O 12.8251 12.3354 12.3145 -0.0062 0.007 -0.0269
O 13.0599 2.5646 16.2178 -0.0014 0.0198 -0.0187
O 4.5025 3.7715 20.1453 -0.0035 0.0079 -0.0175
O 7.3996 9.8389 13.3788 -0.0014 -0.0241 0.0054
O 5.8574 3.992 15.4359 0.0021 0.0335 -0.0061
O 6.057 6.2356 13.9576 -0.0212 -0.0168 0.024
O 10.9855 9.1862 19.7106 0.0006 -0.0114 -0.0094
O 14.3518 11.48 10.4964 -0.004 0.0123 0.011
O 8.2429 2.106 11.5831 0.0071 0.0128 -0.0057
O 1.6756 8.4261 15.2466 0.0047 0.0124 0.015
O 11.003 11.2167 16.3193 -0.0014 0.0241 -0.0103
O 15.1377 7.123 17.6626 -0.0121 0.0052 -0.0057
O 6.2575 8.5033 11.4249 0.017 0.0248 -0.0147
O 12.7604 9.9863 14.7454 0.0005 0.0073 -0.0035
O 13.0139 8.3943 18.3755 -0.0041 -0.0074 0.011
O 0.4731 12.4375 17.7529 0.0153 0.0038 -0.0094
O 1.615 1.7189 20.0821 -0.0144 0.0327 -0.0045
O 4.4689 11.5447 19.6537 0.0076 0.0062 0.0044
O 11.7203 4.5672 17.3928 0.0134 -0.0048 0.0081
O 10.4619 2.9933 10.6647 0.0078 -0.0129 0.0152
O 2.5937 12.8744 13.1663 -0.0011 0.0115 0.0002
O 1.0841 6.0762 15.8359 -0.0038 -0.007 -0.0011
O 8.7454 9.4036 11.0882 -0.0061 -0.0106 -0.0001
O 7.0974 1.1013 15.6935 -0.0043 -0.0117 0.0171
O 4.3694 4.3305 17.608 0.0177 0.0206 0.0112
O 5.4788 10.9531 10.6843 -0.0038 -0.0116 -0.0333
O 9.6154 7.2355 15.1358 -0.0125 0.0117 -0.015
O 2.008 10.6553 14.1247 -0.0252 -0.0024 0.0019
O 15.0852 1.0238 15.6021 -0.0106 0.0063 0.0144
O 5.5058 12.7738 17.518 0.015 -0.002 -0.0054
O 11.1749 6.5311 19.087 0.0049 -0.0009 -0.0063
O 11.7379 5.4432 10.7307 0.0038 0.0071 0.0082
O 9.0983 11.8004 18.0151 0.0089 0.0036 0.0053

Results
free energy: -209837.145 eV
free energy less fixed offsets of O -569.03, Si -635.61 eV per atom: -6.055 eV

The program warned: the cutoff lies below the one the program advises for these potential files; the exchange-correlation potential is rough where the density is thin.
